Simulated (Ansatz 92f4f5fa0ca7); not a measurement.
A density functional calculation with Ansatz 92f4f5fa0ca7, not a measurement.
Periodic cell of 416 atoms, Si264O152, from a study of silicon, its oxide and their interface. The atomic structure is a simulated model.
Doubt: the cutoff is far below the 930 eV that the study's wrapper takes by default for these files, so forces and energies are approximate.

Settings: functional PBE; potential files Ansatz PAW; basis plane waves; wave-function cutoff 580 eV; density cutoff ratio 5; exchange-correlation grid ratio 1; k mesh 1 x 1 x 1, Gamma-centred; self-consistency stop 5e-08 eV per atom in the density residual; occupations fixed; spin none; net charge 0.

Cell vectors (angstrom)
a 15.4687 0 0
b 0 12.8259 0
c 0 0 36.8592

Atoms and the computed forces on them: element, x, y, z (angstrom), force x, y, z (eV/angstrom)
Si 0.0271 1.153 34.227 0.0019 0.0784 0.0117
Si 3.9051 1.1482 34.2226 0.0309 -0.0699 -0.0577
Si 7.7305 1.1873 34.176 -0.0046 -0.0029 0.0161
Si 11.6998 1.1491 34.2272 -0.0778 -0.0321 -0.0228
Si 1.9512 7.6004 34.2063 -0.0745 -0.0334 -0.0451
Si 5.8165 7.5903 34.0758 0.0206 -0.0242 -0.0343
Si 9.7065 7.594 34.0838 -0.0514 0.0447 -0.077
Si 13.5659 7.5825 34.166 0.032 -0.0304 -0.059
Si 1.9336 5.247 34.5923 0.2583 0.309 0.4856
Si 5.8008 5.247 34.5923 0.0849 0.2607 -0.6062
Si 9.6679 5.247 34.5923 -0.0557 0.3145 -0.0717
Si 13.5351 5.247 34.5923 0.164 0.1363 0.2655
Si 0 11.6599 34.5923 -0.0481 -0.2738 -0.294
Si 3.8672 11.6599 34.5923 0.0474 -0.147 0.2783
Si 7.7343 11.6599 34.5923 0.1669 0.4239 0.1593
Si 11.6015 11.6599 34.5923 0.1716 -0.2078 -0.1651
Si 0 4.664 35.829 0.0064 0.0319 0.0235
Si 3.8672 4.664 35.829 -0.117 0.1062 0.0324
Si 7.7343 4.664 35.829 -0.0053 -0.0338 -0.056
Si 11.6015 4.664 35.829 0.0184 -0.0161 -0.0234
Si 1.9336 11.0769 35.829 0.0155 -0.022 -0.026
Si 5.8008 11.0769 35.829 -0.0643 -0.104 -0.031
Si 9.6679 11.0769 35.829 -0.0406 0.1052 -0.0093
Si 13.5351 11.0769 35.829 -0.0806 -0.0808 -0.0461
Si 0 2.332 36.2412 -0.0763 0.027 0.2943
Si 3.8672 2.332 36.2412 0.0956 0.0381 0.2301
Si 7.7343 2.332 36.2412 -0.0079 0.0329 0.0308
Si 11.6015 2.332 36.2412 0.2023 0.0428 0.2697
Si 1.9336 8.745 36.2412 0.0447 0.1045 0.2479
Si 5.8008 8.745 36.2412 0.0412 -0.0399 -0.5156
Si 9.6679 8.745 36.2412 0.0684 -0.0815 -0.4766
Si 13.5351 8.745 36.2412 0.0731 -0.0092 -0.0771
Si 1.9336 1.749 0.6188 -0.0184 0.0077 -0.0005
Si 5.8008 1.749 0.6188 -0.0857 0.0281 0.0268
Si 9.6679 1.749 0.6188 -0.0776 -0.013 -0.0371
Si 13.5351 1.749 0.6188 0.0085 0.1267 0.109
Si 0 8.162 0.6188 0.0059 -0.0222 -0.0184
Si 3.8672 8.162 0.6188 -0.0551 -0.0352 -0.0405
Si 7.7343 8.162 0.6188 -0.0402 -0.1033 -0.1098
Si 11.6015 8.162 0.6188 0.0817 -0.0085 -0.0556
Si 0 5.83 1.031 -0.0083 0.0136 0.074
Si 3.8672 5.83 1.031 0.0894 -0.0313 0.0612
Si 7.7343 5.83 1.031 0.02 0.0809 0.0796
Si 11.6015 5.83 1.031 0.002 0.1248 0.1116
Si 1.9336 12.2429 1.031 -0.0117 -0.0454 -0.0538
Si 5.8008 12.2429 1.031 0.0362 0.0323 0.0169
Si 9.6679 12.2429 1.031 0.0458 -0.1597 -0.1359
Si 13.5351 12.2429 1.031 0.049 -0.0197 -0.0301
Si 1.9336 5.247 2.2678 0.0419 0.0649 0.4661
Si 5.8008 5.247 2.2678 -0.1356 0.0223 0.3001
Si 9.6679 5.247 2.2678 -0.1143 -0.004 0.2423
Si 13.5351 5.247 2.2678 0.1633 -0.0259 0.2378
Si 0 11.6599 2.2678 -0.0558 0.0108 -0.4937
Si 3.8672 11.6599 2.2678 -0.1249 -0.0903 -0.3559
Si 7.7343 11.6599 2.2678 0.1693 -0.06 -0.3867
Si 11.6015 11.6599 2.2678 -0.3156 -0.0788 -0.2343
Si 1.9336 2.915 2.68 0.069 -0.0538 0.0008
Si 5.8008 2.915 2.68 0.079 -0.0273 0.0177
Si 9.6679 2.915 2.68 0.039 0.0898 -0.0188
Si 13.5351 2.915 2.68 0.0221 -0.1493 -0.1387
Si 0 9.328 2.68 -0.0573 0.078 0.1815
Si 3.8672 9.328 2.68 0.0513 0.0654 0.0868
Si 7.7343 9.328 2.68 0.0305 0.0277 0.1242
Si 11.6015 9.328 2.68 -0.0708 -0.077 -0.0659
Si -3.7844 1.497 29.7314 0.0539 -0.1588 0.0656
Si 6.961 5.6021 27.6519 1.1314 -0.3405 0.3806
Si 7.5212 3.5371 23.9186 0.3085 -0.0848 0.1826
Si 14.2584 3.9975 26.14 -0.1824 0.0383 0.5731
Si 4.7093 7.464 26.9297 -0.2851 0.185 0.4574
Si 6.8027 11.0238 27.9573 -0.026 -0.0526 -0.0074
Si 11.1894 7.5484 28.7153 -0.443 -0.2907 0.1104
Si 12.6481 5.1666 23.7433 -0.0345 -0.0531 -0.0265
Si -0.1448 9.3989 25.9132 -0.1647 0.3757 0.3584
Si 8.8498 0.4521 27.8549 -0.4955 0.0438 0.0158
Si 7.8812 1.8141 30.1404 -0.0272 0.1148 0.0585
Si 15.6496 4.6253 31.4842 0.084 -0.0631 0.1136
Si 2.3046 8.6934 19.2067 -0.0391 0.0924 0.0888
Si -3.5692 16.6442 29.2896 0.1717 -0.0097 0.0792
Si 5.8195 11.182 31.3272 0.0217 -0.0809 -0.0144
Si 11.2452 12.9979 27.8756 0.337 0.5216 0.5074
Si 0.1407 1.2343 29.6265 0.0058 -0.4514 -0.0113
Si 0.5045 3.5137 29.4553 0.2954 0.2629 -0.016
Si 3.7124 1.2862 29.7332 0.1047 0.061 -0.0931
Si 15.6257 -2.0767 27.844 0.3019 0.3001 0.0113
Si 4.9889 14.9083 25.2406 0.071 -0.1712 0.208
Si 8.7883 7.5876 24.9744 0.5021 0.031 0.0688
Si 9.7314 11.0783 31.148 0.0402 -0.1647 -0.0319
Si 20.4077 9.3652 25.1941 0.0743 0.3605 -0.1726
Si 4.283 4.4052 27.2983 -0.2816 -0.2881 0.6478
Si 5.805 0.7436 30.8032 0.0284 0.0653 0.0052
Si 4.9923 -0.7371 26.8128 -0.436 0.3718 0.2142
Si 10.2451 5.2663 28.3404 -0.2531 0.2274 -0.0639
Si 0.6051 6.8992 31.0006 -0.0761 -0.0103 -0.2392
Si 13.3144 8.3845 27.9654 0.3436 -0.2407 -0.3411
Si 7.8213 4.0609 31.1697 -0.1325 -0.1439 -0.0048
Si 14.1954 6.835 29.4877 0.1417 -0.0953 0.2842
Si 1.9142 0.5966 31.047 0.0497 0.0533 0.0537
Si 8.2288 5.7708 29.6277 0.0869 0.1743 -0.1656
Si 9.7922 0.6868 30.9853 -0.0456 0.0112 0.0408
Si 13.6268 0.6781 30.8355 -0.0916 0.1354 -0.0861
Si 3.0908 12.4882 28.1382 -0.0725 0.0133 -0.1777
Si 3.7665 4.7666 31.1466 0.1853 -0.0247 0.0401
Si 5.9553 9.5271 29.6219 0.1288 -0.0611 0.0538
Si 12.1281 6.9446 30.8436 0.1712 0.1608 -0.1862
Si -1.3883 4.5589 28.4567 -0.1687 0.1563 -0.1654
Si 3.1039 7.0814 30.8333 0.0158 0.0473 -0.1299
Si 7.8292 8.0377 30.3831 0.0268 -0.0156 -0.0705
Si 11.7085 4.7099 31.4222 0.1022 0.0129 -0.1091
Si 1.9681 11.0894 31.3001 0.0543 -0.0496 0.0814
Si 9.6034 9.3192 29.3265 -0.1657 -0.0593 -0.0001
Si 3.8613 8.5127 28.9929 -0.1443 0.0818 0.0189
Si 13.542 11.1346 31.1396 -0.0796 -0.035 0.0525
Si 2.0883 4.0387 32.6385 -0.2162 -0.0822 0.0296
Si 5.7826 4.1349 32.4368 -0.0383 -0.0117 -0.098
Si 9.7358 4.0381 32.5791 -0.0846 -0.0676 -0.1474
Si 13.6342 4.0698 32.5787 -0.0729 -0.0509 0.0756
Si -0.0064 10.4908 32.4565 0.0076 0.0169 -0.0172
Si 3.8892 10.5187 32.5482 -0.0208 0.0743 -0.0827
Si 7.7998 10.6213 32.5109 -0.0331 -0.0195 -0.1352
Si 11.6353 10.542 32.465 0.0501 0.0397 -0.0558
Si 1.9705 1.742 33.0695 -0.0307 -0.026 -0.0615
Si 5.7636 1.799 32.9318 0.0892 -0.0416 -0.0225
Si 9.768 1.7335 33.0759 0.0055 -0.0896 0.0588
Si 13.6165 1.74 32.9586 0.0376 0.0182 -0.0955
Si 0.0428 8.1573 32.9251 -0.0443 0.0675 0.0581
Si 3.8109 8.1696 32.8708 0.1251 0.0415 0.0501
Si 7.7757 8.2723 32.8016 -0.0017 -0.0608 -0.0026
Si 11.6991 8.1983 32.8484 0.0492 0.0418 -0.0407
Si 0 2.332 3.9167 -0.2416 0.1801 -0.134
Si 3.8672 2.332 3.9167 -0.2775 0.1809 0.531
Si 7.7343 2.332 3.9167 -0.0081 0.2519 0.0408
Si 11.6015 2.332 3.9167 -0.0415 -0.2187 -0.7218
Si 1.9336 8.745 3.9167 0.1537 -0.2988 0.4796
Si 5.8008 8.745 3.9167 -0.2983 -0.2965 0.2401
Si 9.6679 8.745 3.9167 0.2811 -0.2271 -0.3459
Si 13.5351 8.745 3.9167 -0.0304 -0.3496 0.1898
Si 1.9551 6.3994 4.4205 -0.0944 0.023 -0.0136
Si 5.7465 6.3973 4.3824 0.0729 0.0561 0.0545
Si 9.6286 6.4005 4.3825 -0.0036 0.001 0.1345
Si 13.5804 6.4151 4.3625 -0.0291 0.0506 0.03
Si -0.0861 12.8141 4.2732 0.0659 -0.1803 0.0147
Si 3.8233 12.8236 4.2886 -0.0125 0.045 0.1129
Si 7.8029 12.8355 4.27 -0.0654 0.0698 0.1239
Si 11.5051 12.82 4.299 0.0612 0.0511 0.0824
Si 0.0308 5.9155 5.7456 0.1105 0.2774 0.0091
Si 3.862 5.7903 5.7636 0.0292 0.1192 0.271
Si 7.6479 5.8595 5.6852 -0.1335 -0.0406 0.0776
Si 11.6235 5.7971 5.5602 0.1132 0.0191 -0.186
Si 1.8423 12.1839 5.4392 -0.0942 0.0743 -0.1746
Si 5.8426 12.2189 5.3365 0.1633 -0.001 -0.0548
Si 9.6282 12.2415 5.6492 -0.1341 0.1099 0.1089
Si 13.4284 12.0764 5.3815 -0.0217 -0.025 0.0315
Si -0.0759 3.5196 5.9646 0.0806 -0.113 0.1566
Si 3.7536 3.4098 6.1421 0.1142 -0.1965 -0.0059
Si 7.6201 3.5107 5.9944 -0.0775 0.0705 -0.0794
Si 11.5964 3.4534 5.9004 0.0457 -0.1765 -0.4178
Si 1.9263 9.8974 6.0328 0.1444 -0.0553 0.2556
Si 5.8468 9.9743 5.9458 0.0052 0.0122 -0.1748
Si 9.7424 9.8511 5.9519 -0.1182 -0.0741 0.1157
Si 13.4931 9.7937 6.0429 -0.0015 -0.013 0.0191
Si 2.2018 8.9829 11.8894 0.1692 0.1151 -0.0203
Si 3.5722 1.5192 10.8327 0.2358 -0.419 -0.2795
Si 13.0712 -1.7249 13.8943 -0.2906 -0.408 -0.2
Si 13.4786 2.7105 7.0839 0.0619 -0.0682 0.1885
Si -0.0291 9.6037 7.3973 -0.1868 0.0356 -0.0245
Si 5.3622 8.5519 8.4431 0.0289 -0.3413 0.2321
Si 10.9712 10.6394 9.2164 -0.1524 -0.223 0.1617
Si 11.5589 6.6904 7.7402 0.046 -0.3506 0.1112
Si 3.2251 6.7419 13.6242 0.3721 0.2829 -0.3379
Si 0.0577 7.1231 7.9646 0.1058 0.039 -0.1707
Si 9.4769 12.8118 14.813 -0.0333 -0.102 -0.2552
Si 12.4338 1.3557 10.4308 -0.1569 -0.1884 0.0852
Si 1.676 15.5686 7.3061 -0.2566 0.4294 -0.0992
Si 7.5608 12.5549 8.7608 -0.1575 0.0787 0.6376
Si 9.63 15.8399 7.0641 0.0378 0.1866 0.1916
Si 12.8089 16.4242 9.1581 -0.2345 0.2705 -0.3181
Si -3.4937 4.351 13.2348 -0.3848 0.124 0.191
Si 5.7654 0.3814 7.4069 0.0495 0.1722 -0.4551
Si 5.9108 3.2985 9.6172 0.1636 -0.0905 -0.4056
Si 15.2225 12.0146 8.5402 0.0336 -0.184 -0.2059
Si -1.3175 12.4897 10.649 0.6247 0.5482 0.0282
Si 3.4364 11.805 12.452 0.3421 -0.0712 -0.2024
Si 7.8065 9.1825 7.118 0.4026 0.1949 -0.0805
Si 9.4638 13.578 7.6925 0.2855 -0.0144 -0.0192
Si -1.8922 5.996 8.8631 -0.0483 0.1557 0.3785
Si 8.8351 3.4748 10.8674 -0.054 0.523 -0.3236
Si 7.3547 6.9328 7.8664 -0.6417 0.2813 -0.3934
Si 11.5276 9.1754 7.3626 0.1969 0.1959 0.0228
Si -3.9967 12.8849 8.6626 0.1145 0.3962 -0.1257
Si 6.4613 11.4831 11.3455 -0.1026 0.0367 -0.2451
Si 6.873 9.4176 10.2795 -0.0781 -0.1058 0.2102
Si 12.6008 10.7001 11.033 -0.8472 -0.3876 -0.0392
Si 0.9852 4.6456 14.4042 0.0353 0.215 0.1492
Si -0.5013 8.759 13.3822 0.0342 -0.1143 -0.0118
Si 3.6973 -0.3579 8.1782 0.1302 0.263 0.3502
Si 7.69 -2.2298 13.9309 0.0822 -0.2452 -0.4363
Si 7.2361 15.0014 15.3609 0.0065 0.2779 -0.192
Si 10.5345 6.8885 12.4554 -0.2579 0.1983 0.1424
Si 4.0039 6.6435 8.1291 -0.0216 -0.1254 0.0576
Si 16.8921 3.8487 10.3083 0.4851 0.148 -0.3633
Si -2.0082 0.3352 7.3994 -0.1393 -0.0916 0.0065
Si 0.1739 -0.4589 16.1636 0.1029 -0.2249 -0.088
Si 10.6127 4.5414 8.5988 -0.2069 -0.1746 0.3776
Si 4.4242 1.6298 16.7085 0.3155 -0.2669 -0.0747
Si 3.942 10.1471 7.4108 -0.1106 0.0561 -0.0486
Si 5.5369 5.9884 11.817 0.2531 0.4722 -0.1234
Si 7.408 4.2604 13.3031 -0.0232 0.0815 0.0065
Si 13.0747 7.8694 11.3126 -0.1701 -0.02 -0.0542
O -6.0209 -2.9478 19.8328 -0.0279 0.0783 -0.1759
O -4.2871 5.3969 12.2438 0.1603 -0.1916 -0.0439
O 8.3145 1.8948 28.4998 0.0268 -0.0436 -0.0174
O 16.1031 8.9101 12.253 -0.131 0.0258 0.1323
O -6.4543 7.1483 11.9189 0.1293 -0.0003 -0.0536
O 3.453 13.2645 16.1294 0.0007 0.1963 0.1111
O 1.9213 5.4152 10.3611 -0.1762 -0.2089 0.2473
O 1.8655 5.863 13.7327 -0.1668 -0.1862 0.128
O 0.4122 3.846 23.144 0.1698 0.0149 -0.0789
O 5.9302 21.7901 17.0584 0.0267 0.016 0.114
O 22.7384 -10.0862 13.8365 -0.0122 -0.1058 0.0276
O 15.4135 8.0185 14.769 0.0368 -0.0715 -0.0145
O 1.0453 8.4458 18.2086 0.0428 -0.0479 -0.0308
O -18.8609 10.6302 12.6552 0.2296 0.2679 -0.0281
O 9.5334 17.108 20.9044 -0.049 0.0077 -0.0493
O 10.9078 32.1964 16.6498 0.0212 -0.0103 0.0154
O 3.5857 26.0033 9.6903 -0.0297 -0.1119 0.2759
O 10.0295 6.2177 19.0711 -0.0287 0.0049 -0.0326
O -10.2789 18.1021 20.5379 -0.2259 -0.079 0.0917
O -5.9395 -14.637 26.2043 0.276 -0.0569 -0.1282
O 5.405 -0.9633 19.7741 0.093 0.0633 -0.163
O 33.3917 7.4146 20.2333 0.0056 -0.0574 0.0548
O -1.4848 18.5244 22.9886 0.1205 0.0159 -0.0632
O -11.3527 10.6885 16.2372 0.0696 0.0201 0.1265
O 1.5366 -1.4085 16.2265 -0.0148 0.1565 0.0303
O 7.7718 -1.0685 24.2469 -0.0841 -0.0418 -0.0102
O 2.638 10.5597 11.6931 -0.0669 -0.0172 0.0121
O 8.6261 3.8333 25.1101 0.0656 -0.0682 -0.1701
O 4.948 0.7397 21.7158 0.0161 0.0567 -0.0643
O -9.0917 -26.8446 17.345 0.1358 0.0602 0.114
O 17.4447 -2.797 20.0454 -0.0007 -0.061 -0.0865
O 7.9051 -0.6866 28.6189 -0.1651 -0.0383 0.2234
O -3.8049 6.443 23.7246 -0.0168 0.0024 0.0388
O -16.4696 10.2786 13.679 0.0802 0.1193 0.106
O 13.0449 17.4979 25.2567 -0.134 0.0532 -0.2024
O -7.1452 10.0491 22.2994 -0.0985 -0.0201 0.0295
O -1.9005 30.0971 12.8983 0.3359 -0.1518 -0.1602
O 17.8344 7.0591 23.5074 0.0798 -0.1979 -0.026
O -6.4769 -14.3911 14.6174 0.1082 0.1177 0.1693
O 23.8384 13.352 26.2732 -0.0263 0.1336 -0.103
Si 21.6673 -0.1196 18.5875 -0.2775 -0.0817 0.0427
Si 5.7209 10.455 16.4178 -0.0635 -0.0151 -0.313
Si 14.362 15.2888 20.649 -0.1077 -0.0219 0.195
Si 1.6053 13.2044 7.5152 -0.0928 -0.198 -0.0596
Si 15.2795 7.4096 18.4876 -0.1398 0.0514 -0.0078
Si -0.4442 3.6717 12.8065 -0.1938 -0.0518 0.1666
Si 13.9431 11.642 24.1754 0.0659 0.0416 0.1203
Si 3.0502 3.5814 29.2 -0.1645 -0.1229 -0.0538
Si 9.2906 10.791 21.1879 0.1704 -0.0377 0.037
Si 11.9055 15.1976 22.4381 -0.1231 0.1142 0.0099
Si -12.4222 24.5856 15.6497 -0.0573 -0.1285 -0.2345
Si 12.2626 -2.5391 21.853 -0.0498 -0.1039 0.1586
Si 13.3738 10.5918 28.7916 -0.127 0.4728 -0.0227
Si -3.8119 26.1276 24.9122 -0.0094 -0.1752 -0.134
Si 21.1713 5.6713 9.4626 0.0761 -0.0108 -0.0066
Si 0.022 14.0847 25.4714 -0.0135 -0.3271 0.5166
Si 1.5584 6.0492 20.307 -0.1174 0.0545 -0.1279
Si -7.7609 -4.6962 12.0948 -0.0614 -0.0423 0.0362
Si 6.3016 6.3877 23.4488 0.4575 -0.0722 -0.1457
Si -2.2968 9.3325 19.062 -0.1736 -0.0785 0.3734
Si -4.5868 -5.2579 22.8458 0.1298 -0.0547 -0.0331
Si 14.5977 19.6475 15.5507 -0.2273 0.2984 -0.0951
Si 16.6882 3.7933 24.555 -0.4323 -0.2543 0.0037
Si 10.8057 14.4032 12.2744 0.1215 0.2251 -0.1611
Si 4.995 20.7683 17.9406 -0.1112 -0.009 0.1284
Si 8.948 12.228 25.2436 -0.0079 -0.0647 -0.1617
Si 21.2133 15.5394 7.2795 0.0197 0.1341 0.1538
Si 8.4188 0.391 19.5023 0.1387 -0.044 0.3035
Si 7.4624 5.0011 16.1215 0.2484 0.0387 -0.1648
Si 16.2598 0.2003 27.5221 0.0123 -0.2143 -0.0865
Si 4.4759 6.0763 16.5334 0.0478 0.0761 -0.1619
Si 2.2716 -2.4278 29.0504 -0.0342 0.0464 -0.0164
Si -6.1091 5.8559 20.5119 0.1781 0.0534 -0.0269
Si 17.5259 -2.1473 21.5253 0.0155 0.162 0.0106
Si -0.691 13.3608 13.3676 0.0427 -0.2634 0.0351
Si 16.1831 -11.0681 18.4055 -0.1538 -0.1374 0.3224
Si -0.3252 17.7466 22.1828 -0.3256 -0.0439 0.1632
Si 8.6904 9.9292 27.1464 -0.2217 -0.3894 -0.0135
Si 3.3646 5.7601 23.4612 -0.2132 0.2531 0.3313
Si -4.794 -0.8495 17.5333 -0.076 0.1601 -0.0743
Si 9.6313 6.8276 17.6085 0.1721 -0.0996 -0.0083
Si 3.8822 1.7557 22.3951 -0.0189 -0.3005 -0.0123
Si 13.4995 -1.5002 16.8114 -0.2608 -0.1349 0.1531
Si 3.8742 -8.0743 21.3848 0.1524 -0.3768 -0.548
Si 6.2234 6.5422 20.5281 0.1384 -0.0442 -0.0337
Si 7.1174 10.6192 23.2755 0.072 0.1695 -0.0293
Si 4.976 11.9866 21.3377 -0.0903 0.0136 0.1924
Si 2.1866 21.457 23.8907 -0.3788 0.2536 0.0754
Si 1.19 0.6736 21.1634 -0.0713 -0.1152 0.1328
Si 8.8555 4.9665 26.3107 -0.0565 -0.102 0.3038
Si 2.7689 3.4494 16.7347 0.1098 0.002 0.0013
Si -6.9622 10.427 8.9678 0.3466 -0.138 -0.1157
Si -6.3539 15.591 21.3516 0.15 0.0889 0.2113
Si 11.5298 19.21 15.1779 -0.1485 0.0166 -0.0754
Si 10.1886 9.6739 18.3569 0.0909 -0.4435 0.2783
Si 2.0283 6.8135 9.4712 0.1873 0.1556 -0.2981
O 1.6798 15.7973 17.8829 -0.0272 0.1036 -0.0343
O 5.8202 7.536 19.3084 -0.0478 0.0468 -0.0072
O 39.5324 17.164 12.2223 -0.0021 -0.0805 0.0558
O 16.6323 -4.1092 25.1832 0.2753 -0.2837 -0.163
O -0.9032 -21.5994 20.9422 0.0862 0.0185 -0.0739
O 3.5576 -14.3731 21.6852 0.0081 -0.062 -0.0094
O 8.2314 13.724 15.3707 0.0008 -0.038 0.0876
O 18.4601 21.1364 13.1719 -0.1091 -0.0965 0.1349
O 5.8925 5.2718 16.407 -0.1858 -0.0636 0.0386
O 10.1855 0.0031 24.3843 -0.0494 -0.0146 -0.0071
O -6.1431 -4.3771 17.631 -0.0088 0.1471 0.0325
O 15.7594 4.5401 25.6929 0.2671 0.0529 -0.2002
O -4.0102 -4.9368 11.5543 0.0492 -0.0999 -0.1126
O 27.1259 -3.8948 18.596 0.0001 0.1496 -0.1048
O -5.3783 6.8236 21.6138 -0.0415 0.0114 0.0144
O 0.4799 -6.789 19.0826 0.0819 -0.0226 -0.0031
O 17.8422 1.3034 22.0532 0.0555 0.118 0.0038
O -12.9947 15.544 10.8249 -0.2251 0.1097 0.0735
O 14.173 -4.5004 26.4691 -0.2985 -0.0167 0.2643
O -3.1369 -26.3536 17.712 -0.0324 -0.0262 0.0456
O -0.2164 -0.1008 11.9308 -0.2512 -0.066 -0.2208
O 4.9745 11.5886 11.9791 -0.2767 0.1145 0.1289
O 21.9048 10.4961 14.952 -0.1247 0.0624 0.2996
O -12.0843 -7.8708 17.0873 -0.0601 0.0046 -0.073
O 9.6708 17.3753 9.964 -0.0099 -0.1795 0.0877
O 13.3234 11.1831 22.7271 0.0188 0.0487 -0.0132
O -1.1887 2.3398 25.879 0.1014 0.1187 -0.1326
O 4.0141 6.1499 12.3234 -0.3155 -0.1615 0.2591
O 8.5957 -4.2517 26.2342 -0.0317 0.1104 0.067
O 21.3114 4.4149 27.8498 -0.4017 0.0723 -0.1261
O -8.0544 24.4103 12.6661 0.136 0.0845 0.0819
O -5.7423 25.7193 18.539 0.113 0.0084 -0.14
O 6.1323 20.0234 22.0317 -0.1172 0.0792 0.0777
O -10.1744 13.5333 26.0622 0.1372 -0.0959 -0.0524
O 30.1844 -10.6904 13.2632 -0.1036 0.1308 -0.0731
O 3.675 -3.6573 24.1954 0.0558 -0.0941 -0.0638
O 1.9541 -9.2058 15.2862 -0.1055 0.1691 0.0292
O -8.5298 17.7296 23.2411 -0.2198 0.1678 -0.0297
O 2.6387 17.3854 24.3535 0.3094 0.2118 -0.0922
O 10.1753 13.3882 13.4293 -0.0315 0.0087 0.1047
O 34.8375 18.7829 26.8021 0.2664 0.2794 -0.1702
O 14.9762 12.947 24.3592 -0.0361 0.0559 -0.0559
O 11.5549 26.6722 26.4553 -0.0215 -0.1626 0.0679
O 15.7091 0.1227 14.6282 0.0896 0.0684 -0.0611
O 22.9422 -9.7705 10.081 0.1758 -0.211 0.0943
O 14.128 -4.7689 19.4632 0.045 0.0051 -0.068
O 13.5783 19.4711 10.401 -0.0567 -0.0008 0.1263
O -2.1685 12.7153 13.7121 -0.0258 0.1088 0.0418
O -3.2247 14.3109 23.7728 0.0274 -0.0193 0.0324
O 10.8036 -14.6122 21.7879 -0.0886 0.0465 -0.0728
O -15.6183 18.2059 15.3559 0.2165 -0.2194 -0.0515
O 4.9767 15.1901 10.6361 0.0271 0.0947 0.0334
O 12.8606 2.0818 21.1435 0.0538 0.0036 -0.0567
O 11.4064 -9.9773 13.1109 0.0179 -0.1026 0.0107
O 35.1435 -9.6206 21.7635 0.0243 0.3092 0.005
O 3.684 8.8225 18.3852 0.0803 -0.0151 -0.0493
O 18.6494 0.5861 12.1411 -0.0277 0.1515 -0.008
O -3.8558 -8.0274 14.7734 0.0998 -0.0668 -0.1223
O 25.9818 25.4736 16.045 0.0901 0.108 0.057
O -9.427 -1.5504 22.2932 0.0349 -0.0245 -0.0096
O -13.9741 -11.948 19.5621 0.0496 0.1055 -0.2046
O 13.8191 7.7999 12.7454 0.0928 -0.0836 0.1072
O -7.3563 15.5598 22.6402 -0.0648 -0.0059 -0.0235
O 6.2795 7.0527 27.2678 -0.3581 0.1425 -0.1199
O -13.8198 9.5827 22.6641 0.032 -0.1512 0.0421
O -0.1719 14.2934 21.538 0.0683 0.0156 -0.0611
O 10.627 32.8549 14.0704 0.0951 -0.0628 -0.0512
O 1.285 2.1831 24.9241 0.0491 0.2795 -0.1183
O 22.8024 7.1747 24.398 -0.3104 0.023 0.034
O 20.6627 1.1256 18.1087 -0.054 -0.0163 -0.0364
O 4.2621 3.2043 26.188 -0.0652 -0.0517 -0.2783
O 6.0226 -8.2272 12.532 -0.0468 -0.1078 0.1073
O 7.7686 -7.5398 14.5303 -0.0535 -0.1015 0.0804
O 1.0016 11.9254 21.5581 0.0436 -0.0288 -0.0313
O 16.1475 18.8978 21.6712 0.1629 0.0927 -0.0862
O 6.419 32.8522 12.4984 -0.0214 -0.0759 -0.0835
O -5.8777 2.0966 11.2713 0.1616 -0.315 0.1063
O 12.6398 12.0115 25.0726 -0.0586 -0.0001 0.0218
O -7.1258 5.9953 17.0434 -0.1272 -0.0289 -0.0166
O 8.5787 12.2116 20.8122 -0.0716 0.1493 -0.19
O -6.9715 1.9351 20.0858 -0.1394 -0.1543 -0.173
O 6.9069 -12.9174 10.3434 0.062 -0.1692 -0.2149
O -2.811 10.7978 15.4556 0.1191 0.0381 -0.0704
O 1.1873 16.3601 8.7252 0.0418 -0.2299 -0.2023
O 24.9818 6.2442 25.5192 0.0577 0.177 -0.1426
O 20.044 10.8633 25.8004 0.2364 -0.4752 -0.1317
O 11.9284 8.7421 22.3651 0.0031 0.058 -0.0212
O -12.3539 37.2862 14.0289 -0.033 0.0161 0.1082
O -3.3362 -1.2216 28.1288 0.3035 -0.3737 -0.0849
O 21.8295 2.6705 24.621 -0.0552 -0.0045 0.0156
O 27.4525 -8.8907 22.9043 0.0481 -0.0241 -0.0037
O 4.8231 -6.6102 24.1339 -0.1886 -0.0784 0.066
O -0.7851 10.3254 24.735 -0.099 -0.0487 -0.0817
O -9.1508 9.5736 24.26 -0.1868 -0.153 0.1215
O 14.529 -5.741 17.1264 0.0081 -0.0513 0.0118
O -2.4248 19.757 15.1144 0.2014 0.0088 0.0642
O -2.4644 -2.585 20.4039 0.0414 0.0226 -0.1599
O 28.9089 -3.5062 10.6618 0.2392 0.1036 -0.1506
O -5.0289 14.824 21.882 0.001 -0.0409 -0.026
O 2.3537 -4.7188 10.4983 -0.0776 -0.1363 -0.162
O 7.7422 16.2172 16.3707 -0.0233 -0.1308 0.082
O 15.5782 3.7333 11.2624 -0.2959 -0.0463 -0.0659
O 8.0342 9.1022 13.3711 0.0199 0.1475 0.146
O -1.5456 10.086 17.8143 0.0895 0.1978 -0.1364
O 5.6804 1.8021 15.6559 -0.0232 0.0135 0.0556
O 4.0488 6.6626 15.0393 -0.1056 -0.0875 0.1478
O 7.7663 6.1052 20.3397 -0.1813 0.0322 -0.014
O -12.8925 -8.054 20.3458 0.0763 0.076 0.1225
O -21.1533 -17.4187 23.8578 -0.1854 0.0538 0.0193
O -0.7093 2.2628 19.0756 0.0909 0.0317 -0.2234
O 0.3288 26.4663 17.1561 -0.0083 0.0919 0.0498
O 4.0028 1.7225 24.0085 -0.0968 0.0627 -0.0975

Results
free energy: -254260.391 eV
free energy less fixed offsets of O -568.88, Si -635.61 eV per atom: 10.409 eV

The program warned: the cutoff lies below the one the program advises for these potential files; the forces do not sum to zero within the program's tolerance; the exchange-correlation potential is rough where the density is thin.
